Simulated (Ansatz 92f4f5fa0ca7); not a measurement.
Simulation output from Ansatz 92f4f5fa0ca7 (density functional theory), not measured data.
Periodic cell of 144 atoms, Si90O54, from a study of silicon, its oxide and their interface. The atomic structure is a simulated model.

Settings
functional: r2SCAN
potential files: Ansatz norm-conserving
basis: plane waves
wave-function cutoff: 1300 eV
density cutoff ratio: 4
exchange-correlation grid ratio: 1
k mesh: 2 x 2 x 1, shifted by 0.5 0.5 0.5 of a step
self-consistency stop: 5e-08 eV per atom in the density residual
occupations: Fermi-Dirac, 0.05 eV
spin: none
net charge: 0

Cell vectors (angstrom)
a  11.54  0  0
b  0  11.54  0
c  0  0  17.9491

Atoms and the computed forces on them: element, x, y, z (angstrom), force x, y, z (eV/angstrom)
Si  0.0606  -0.0775  -0.2018  -0.0928  -0.6453  -0.653
Si  0.1381  3.7881  -0.2405  -0.0747  0.7639  -0.3736
Si  -0.03  8.2805  0.1839  0.0092  0.1486  -0.6888
Si  3.7465  0.5626  -0.2585  0.0564  -0.1204  -0.4536
Si  4.0843  3.6916  -0.0558  0.0638  -0.0114  -0.6722
Si  3.6537  7.7285  0.2508  -0.1627  0.0128  -0.4122
Si  7.767  -0.6781  0.0171  -0.1229  -0.3052  -0.6546
Si  8.191  4.6657  -0.5529  0.6835  0.232  0.1057
Si  7.7502  7.6844  0.2604  -0.0426  0.2813  -0.6987
Si  1.9357  0.1764  1.2424  -0.0319  -0.1202  -0.3517
Si  2.0579  3.8181  1.2091  -0.0642  -0.0224  -0.2017
Si  1.8087  7.9234  1.598  0.1142  -0.2273  -0.1923
Si  5.7133  -0.1257  1.1245  0.0315  0.0579  -0.1785
Si  6.1053  3.8434  1.1203  -0.2127  0.1098  -0.4924
Si  5.7103  7.4493  1.4543  -0.1414  0.2412  -0.2456
Si  9.6544  0.0456  1.2657  -0.0115  -0.0423  -0.2416
Si  9.7636  3.9841  1.168  0.0711  -0.071  -0.4244
Si  9.6683  7.7347  1.5246  0.1567  0.1101  -0.1284
Si  1.9303  1.9966  2.6652  0.0809  0.1635  0.1233
Si  1.9252  5.7725  2.6306  -0.1968  -0.0344  -0.2611
Si  1.9089  9.8481  2.7955  -0.0429  0.109  0.0352
Si  5.8855  1.872  2.5329  -0.0444  -0.165  -0.1996
Si  5.8364  5.5564  2.7388  0.0699  0.0942  0.0438
Si  5.6891  9.5459  2.6749  -0.147  -0.0061  -0.1662
Si  9.5949  2.0198  2.5429  -0.084  -0.0131  -0.087
Si  9.7379  5.7447  2.7192  0.0023  -0.0119  -0.0149
Si  9.6593  9.7151  2.7633  0.2929  0.061  0.1014
Si  -0.0298  1.9832  3.9921  0.0688  -0.0604  0.0394
Si  0.0803  5.7463  4.0904  0.0099  0.007  0.1297
Si  0.0079  9.6792  4.1622  -0.1402  0.0796  -0.0379
Si  3.8757  1.9162  3.9676  -0.0461  -0.1584  -0.2082
Si  3.8172  5.6655  4.0114  0.0616  -0.0604  -0.0096
Si  3.8108  9.6486  4.1198  0.0801  0.0897  -0.0415
Si  7.7527  1.8885  3.9861  0.0308  -0.0165  -0.0673
Si  7.7778  5.712  4.0329  0.0782  -0.1199  -0.0002
Si  7.6772  9.6138  4.0309  -0.0495  0.183  -0.0744
Si  -0.0011  0.0795  5.4309  -0.0388  -0.0312  0.2677
Si  0.0194  3.839  5.4589  -0.0514  0.1054  -0.0667
Si  -0.0124  7.6759  5.4559  0.1144  -0.062  -0.0428
Si  3.7935  0.0528  5.4329  0.2461  0.025  0.4646
Si  3.7511  3.7668  5.4032  -0.0968  0.0701  0.0503
Si  3.7624  7.6241  5.3407  -0.0629  -0.0639  -0.0656
Si  7.7309  -0.0067  5.3929  -0.1471  0.0501  0.3801
Si  7.7316  3.7906  5.3672  0.0177  0.0936  -0.0162
Si  7.7384  7.65  5.3596  0.0063  -0.1626  -0.0842
Si  1.8414  0.0543  6.9196  0.0191  0.0044  -0.1304
Si  1.8676  3.8154  6.9225  0.1827  -0.1191  0.1795
Si  1.8933  7.6224  6.8261  -0.1605  -0.0149  0.238
Si  5.7633  0.0472  6.743  -0.007  -0.0263  -0.5998
Si  5.7417  3.7477  6.6017  0.0833  -0.1028  -0.0598
Si  5.7383  7.5472  6.5589  -0.0001  0.2045  0.0178
Si  9.6725  -0.0334  6.8329  -0.0679  -0.1297  -0.1824
Si  9.6212  3.869  6.7788  -0.0471  -0.0646  -0.0372
Si  9.5992  7.6173  6.8442  0.1195  0.0661  0.2211
Si  1.7633  1.9601  8.4134  -0.1664  -0.0124  0.5348
Si  1.8141  5.7564  8.331  0.0751  -0.0454  0.3458
Si  1.8582  9.5344  8.2063  0.1131  0.0417  0.3141
Si  5.731  1.9916  8.1088  -0.1699  -0.0587  0.5282
Si  5.6771  5.6312  7.8691  -0.0595  0.0426  0.0491
Si  5.7881  9.4755  7.7979  0.0701  0.0367  0.1355
Si  9.6062  1.9629  8.0687  -0.0243  -0.0018  0.3786
Si  9.5675  5.6758  8.289  -0.1698  -0.0189  0.3879
Si  9.718  9.5322  8.2397  0.0067  0.0303  0.343
Si  -0.346  1.9511  9.7933  0.0199  -0.415  0.1605
Si  -0.1543  5.9242  9.9087  -0.0657  0.7405  0.1393
Si  0.0448  9.1437  9.7395  -0.061  -0.2858  0.0809
Si  3.8393  1.5417  9.5187  0.3608  -0.307  0.2112
Si  3.9196  5.6251  9.4146  -0.112  0.0519  0.67
Si  3.9723  9.8749  9.1859  0.3007  0.2186  0.4969
Si  7.6894  1.5358  9.2939  0.0851  -0.3704  0.056
Si  7.428  5.5033  9.3493  0.1137  0.3493  0.2791
Si  7.6097  9.8468  9.213  -0.4504  0.2708  0.3389
Si  0.2374  -0.217  11.7262  0.095  -0.0476  0.0069
Si  -3.8987  3.3018  11.4837  -0.1987  -0.229  0.1993
Si  3.5589  0.3151  14.6426  0.368  0.1727  -0.0889
Si  5.7732  9.4579  11.5831  -0.1894  0.3281  0.161
Si  2.6493  1.5674  12.1867  -0.1045  0.0776  0.3464
Si  5.7035  4.235  13.2591  0.0175  0.0503  0.1592
Si  2.3393  -2.3013  14.1527  -0.0259  -0.1077  -0.2067
Si  8.7288  0.2801  15.2043  -0.1439  -0.3997  -0.3979
Si  5.8802  6.7614  11.3954  -0.0594  -0.1517  0.2101
Si  -0.1327  10.9283  14.7874  -0.2632  -0.2617  0.2043
Si  10.0105  3.209  15.1904  -0.0089  -0.2511  0.2035
Si  3.0424  4.2067  11.8997  -0.1385  0.2444  0.0419
Si  2.403  6.4846  13.6192  0.0555  0.2451  -0.3061
Si  4.8152  8.6182  15.8615  0.1516  0.1432  0.023
Si  1.2914  18.0076  16.4053  -0.0421  0.1876  -0.1511
Si  6.1261  -0.6078  14.1507  0.0146  0.2655  -0.0574
Si  4.8201  5.6623  15.4624  0.0822  0.0179  -0.101
Si  10.4715  4.0664  12.1526  0.0555  0.0142  -0.1542
O  0.3202  0.2874  -1.8581  -0.0908  -0.1514  0.9376
O  0.265  -3.8408  -1.3298  0.1932  -0.2089  0.4818
O  0.5172  5.2879  -0.7885  0.0931  -0.3459  -0.0293
O  3.8417  6.1284  -3.6882  -0.0198  -0.0737  0.0196
O  3.3108  8.6076  -2.6822  0.1374  0.0197  -0.1984
O  1.3439  17.7064  -3.1467  0.1589  0.0646  0.3928
O  3.2215  -0.0237  -1.7566  0.2081  0.2605  0.6319
O  -0.3376  3.0183  -1.6474  0.1965  0.2243  0.5475
O  4.4418  9.0101  -0.5414  -0.3418  -0.4831  -0.0423
O  3.9776  13.6908  -0.6741  -0.0282  -0.1023  0.5351
O  5.8379  9.6371  -2.8248  -0.2703  -0.015  0.0296
O  6.0598  5.4943  -5.6115  -0.1458  -0.0363  -0.0353
O  7.9281  0.2642  -1.3412  -0.0265  -0.3554  0.4266
O  7.7669  -2.3182  -0.467  -0.0853  0.2469  0.6114
O  8.8629  4.1409  -2.0151  -0.3973  0.1037  0.4159
O  8.0608  6.3319  -0.7176  -0.375  -0.4911  0.3879
O  5.7973  8.0394  -5.5737  0.045  0.0148  -0.3329
O  -0.6166  0.481  10.5294  0.2071  0.3394  0.0247
O  -0.5702  2.9281  11.1013  -0.0327  -0.0986  -0.2878
O  -0.4138  5.4262  11.5028  0.1298  -0.1326  -0.7723
O  -0.0672  7.5507  10.0748  0.0248  -0.1095  -0.0777
O  0.1908  9.7598  11.2826  -0.0547  0.2306  -0.4398
O  -4.3817  9.4755  10.7511  0.0637  0.0492  -0.437
O  5.1622  0.6066  14.6346  -0.1708  -0.4238  -0.093
O  7.0593  4.0978  10.1697  0.2616  0.297  -0.0493
O  3.7012  4.2921  10.41  -0.0614  0.3289  -0.2813
O  4.0099  -0.0388  9.1425  -0.2924  0.0235  0.4384
O  5.7272  10.6545  12.6282  0.0469  -0.2399  -0.0271
O  4.3929  9.5097  10.7381  -0.0027  0.0338  -0.538
O  3.9586  1.5774  11.2116  -0.1116  0.0729  -0.8069
O  1.9389  3.025  11.9681  0.3653  -0.1619  -0.0986
O  7.1912  6.7637  10.4181  -0.1273  -0.5149  -0.2907
O  7.5715  11.4669  9.2424  0.1724  0.0512  0.1935
O  2.8422  13.0465  13.8172  -0.0145  -0.2291  -0.3346
O  -0.1819  0.0552  13.2808  0.1388  -0.1102  -0.0471
O  -1.6949  -0.9142  15.1316  0.0902  0.3549  -0.0099
O  -2.6706  4.1999  11.9921  0.1471  -0.1506  -0.0169
O  0.8573  9.6431  14.6623  -0.0004  0.3107  -0.0592
O  1.7392  0.3788  11.5992  -0.1855  -0.0504  0.0186
O  7.9648  1.8306  10.9073  -0.1251  0.3184  -0.4837
O  7.6468  -0.1223  14.0771  0.0747  0.0526  0.3379
O  11.3405  9.8429  17.7196  0.2815  0.0626  0.1919
O  4.4959  6.7416  10.517  0.0836  -0.4422  -0.299
O  -5.5825  4.6892  14.793  -0.334  0.1214  -0.0867
O  3.1389  -0.9694  13.7065  -0.1128  -0.0124  0.1756
O  15.6852  4.6975  16.5675  0.0558  -0.3181  0.586
O  2.2109  8.0191  13.0811  0.1708  -0.0188  0.3892
O  2.7716  18.3151  17.0773  0.1388  0.2992  0.1896
O  -2.1913  13.2826  14.8936  0.1841  0.247  0.0783
O  6.6652  3.0441  12.7648  0.1893  0.3069  -0.3873
O  10.6646  3.7741  13.7693  -0.2714  0.0006  -0.0219
O  4.1721  3.8079  12.9904  -0.0743  0.1006  -0.1432
O  2.274  5.5816  12.2837  0.2332  -0.2555  0.1813
O  5.4497  7.1004  15.934  -0.2383  0.0535  0.0806

Results
free energy: -35664.794 eV
free energy less fixed offsets of O -463.61, Si -117.95 eV per atom: -14.354 eV
pressure: -0.77 GPa
stress xx, yy, zz, yz, xz, xy (GPa, positive in tension): -0.3, -0.61, 3.23, -0.97, -0.93, 0.88
